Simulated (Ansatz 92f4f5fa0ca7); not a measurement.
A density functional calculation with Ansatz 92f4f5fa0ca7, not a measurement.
Periodic cell of 220 atoms, Si132O88, from a study of silicon, its oxide and their interface. The atomic structure is a simulated model.
Doubt: the cutoff is far below the 930 eV that the study's wrapper takes by default for these files, so forces and energies are approximate.
This geometry differs little from another in the collection (a relaxation step or a small displacement).

Settings
functional: PBE
potential files: Ansatz PAW
basis: plane waves
wave-function cutoff: 580 eV
density cutoff ratio: 5
exchange-correlation grid ratio: 1
k mesh: 1 x 1 x 1, Gamma-centred
self-consistency stop: 5e-08 eV per atom in the density residual
occupations: fixed
spin: none
net charge: 0

Cell vectors (angstrom)
a	10.938	0	0
b	0	10.938	0
c	0	0	32.3881

Atoms: element, x, y, z (angstrom)
Si	-0.2775	0.4269	24.9896
Si	5.7259	-0.2654	24.8864
Si	2.4728	2.9882	24.8663
Si	8.4363	2.6548	24.9921
Si	0.3557	5.3442	24.8751
Si	5.1686	5.9967	24.6604
Si	2.9711	8.1535	25.2874
Si	8.1177	8.5885	24.8213
Si	1.3729	1.4715	26.2932
Si	6.8222	1.417	26.1814
Si	4.1534	4.2072	26.0274
Si	9.6543	4.2126	26.2259
Si	1.3916	6.8442	26.3619
Si	6.8939	6.9178	26.0595
Si	4.2777	9.6324	26.4462
Si	9.5806	9.6955	26.2723
Si	2.7346	0.0345	27.6215
Si	8.1563	0.0525	27.6227
Si	-0.02	2.7851	27.6465
Si	5.4307	2.7848	27.5209
Si	2.7834	5.4315	27.6054
Si	8.1861	5.514	27.538
Si	-0.0354	8.2343	27.6118
Si	5.571	8.1454	27.6521
Si	4.1018	1.3673	28.9699
Si	9.5708	1.3673	28.9699
Si	1.3673	4.1018	28.9699
Si	6.8362	4.1018	28.9699
Si	4.1018	6.8362	28.9699
Si	9.5708	6.8362	28.9699
Si	1.3673	9.5708	28.9699
Si	6.8362	9.5708	28.9699
Si	0	0	30.3371
Si	5.469	0	30.3371
Si	2.7345	2.7345	30.3371
Si	8.2035	2.7345	30.3371
Si	0	5.469	30.3371
Si	5.469	5.469	30.3371
Si	2.7345	8.2035	30.3371
Si	8.2035	8.2035	30.3371
Si	1.3673	1.3673	31.7044
Si	6.8362	1.3673	31.7044
Si	4.1018	4.1018	31.7044
Si	9.5708	4.1018	31.7044
Si	1.3673	6.8362	31.7044
Si	6.8362	6.8362	31.7044
Si	4.1018	9.5708	31.7044
Si	9.5708	9.5708	31.7044
Si	2.7345	0	0.6835
Si	8.2035	0	0.6835
Si	0	2.7345	0.6835
Si	5.469	2.7345	0.6835
Si	2.7345	5.469	0.6835
Si	8.2035	5.469	0.6835
Si	0	8.2035	0.6835
Si	5.469	8.2035	0.6835
Si	4.1018	1.3673	2.0507
Si	9.5708	1.3673	2.0507
Si	1.3673	4.1018	2.0507
Si	6.8362	4.1018	2.0507
Si	4.1018	6.8362	2.0507
Si	9.5708	6.8362	2.0507
Si	1.3673	9.5708	2.0507
Si	6.8362	9.5708	2.0507
Si	0	0	3.418
Si	5.469	0	3.418
Si	2.7345	2.7345	3.418
Si	8.2035	2.7345	3.418
Si	0	5.469	3.418
Si	5.469	5.469	3.418
Si	2.7345	8.2035	3.418
Si	8.2035	8.2035	3.418
Si	1.3492	1.3225	4.8076
Si	6.8355	1.3578	4.7706
Si	4.0737	4.1559	4.71
Si	9.562	4.0692	4.855
Si	1.3726	6.8225	4.7961
Si	6.8816	6.752	4.7904
Si	4.101	9.5485	4.8221
Si	9.5989	9.5295	4.7206
Si	2.579	-0.1859	6.2155
Si	8.2148	-0.083	6.0525
Si	-0.0172	2.6757	6.2305
Si	5.3484	2.713	6.0074
Si	2.7511	5.4717	6.16
Si	8.0762	5.2729	6.2927
Si	-0.1078	8.0792	6.1291
Si	5.5233	8.1426	6.1135
Si	3.731	1.5639	7.2184
Si	9.7499	0.9792	7.4407
Si	1.6391	3.8595	7.4632
Si	6.3535	4.1082	7.6224
Si	4.3885	6.5996	7.4582
Si	9.2642	6.915	7.4745
Si	0.9466	9.5647	7.6068
Si	7.1567	9.2546	7.4014
O	1.3871	4.1468	24.3561
O	6.8995	9.6223	24.3321
O	2.7261	2.6899	7.9211
O	6.6239	10.0279	8.7493
O	5.3923	5.3999	7.9888
O	-0.0526	-0.1087	7.9567
O	3.9327	7.0792	24.4912
O	9.5112	1.5036	24.5016
O	1.197	8.752	9.038
O	1.1595	4.6611	8.8334
O	8.9252	1.3703	8.8187
O	7.6928	8.8392	12.0795
O	4.7085	0.9778	8.374
O	3.8932	7.3982	8.8063
O	6.5395	3.3148	9.0672
O	8.2303	8.1201	7.9615
O	2.9512	2.109	23.5528
O	4.838	0.212	23.5854
O	7.8164	3.4246	23.6646
O	10.7989	6.1706	23.5327
O	9.0208	8.1391	23.4959
O	2.2496	9.2104	24.2762
O	5.6109	5.8742	23.0744
O	0.298	10.8673	23.5359
Si	4.1431	8.2606	10.1589
Si	12.2582	8.751	10.6867
Si	2.7186	5.4205	13.7693
Si	3.654	0.9056	22.6931
Si	7.95	3.5132	22.0415
Si	6.15	-2.59	12.2734
Si	1.4303	9.8231	23.0321
Si	4.9565	7.2671	14.6801
Si	-0.2614	5.0152	9.5602
Si	-4.4273	7.5037	19.1975
Si	2.4625	1.0997	13.574
Si	3.6146	14.0543	15.3457
Si	10.1269	13.583	20.2474
Si	5.4244	-0.0267	9.3962
Si	8.6041	9.6642	13.1746
Si	1.3898	12.5748	18.8343
Si	0.0994	0.3638	11.8882
Si	-1.5049	-3.1451	19.8776
Si	-0.0247	9.8026	18.4073
Si	5.9172	5.5106	21.5135
Si	8.596	0.6715	18.5995
Si	9.3306	2.2902	10.109
Si	4.3934	12.7939	18.1223
Si	6.8944	-5.079	16.5071
Si	-1.6331	7.1011	14.7194
Si	0.0644	6.378	12.3253
Si	-6.6431	3.2268	12.6321
Si	15.5112	10.0976	14.1216
Si	10.3147	7.4934	22.7032
Si	8.1209	2.9959	16.523
Si	10.8595	6.9558	17.3704
Si	6.9412	11.4182	15.176
Si	6.1746	10.282	17.9421
Si	5.3998	2.6849	20.7852
Si	-0.2027	3.9292	17.6555
Si	6.4971	2.5464	10.5216
O	-1.8259	8.6754	14.3602
O	7.4852	4.9946	21.4995
O	6.0851	7.2501	13.4842
O	-1.2661	6.3801	13.2909
O	11.5482	-2.4649	17.6145
O	9.5058	14.1576	21.6347
O	1.2513	5.9207	13.3286
O	10.5419	12.5379	10.9459
O	-5.4268	3.3195	11.5665
O	-0.073	5.2716	11.1473
O	15.2008	2.8215	16.805
O	9.6776	6.9314	18.5032
O	-0.4201	7.0021	15.7887
O	0.7716	13.1366	20.26
O	2.548	10.709	22.1902
O	5.4441	6.2795	15.8723
O	15.8082	0.3209	17.8038
O	8.0237	6.4716	15.5013
O	4.3634	1.5893	21.3988
O	-5.4425	7.7223	10.9146
O	9.8525	6.9875	21.2244
O	9.6318	3.6752	16.4394
O	5.3589	11.404	14.7258
O	5.2349	9.6366	12.7013
O	5.442	2.5361	19.1619
O	7.7479	10.8027	13.9265
O	9.7861	10.4066	12.3754
O	1.1332	-0.6247	11.1086
O	-3.3629	12.9216	15.3486
O	13.918	12.7241	18.8883
O	-0.9774	3.8235	19.1092
O	0.2791	7.8217	11.5568
O	-5.1939	8.7702	18.4456
O	4.7103	8.8247	15.1581
O	4.2881	9.8649	9.8898
O	-1.5822	1.2402	19.9154
O	3.5419	6.7789	14.0791
O	7.0719	4.242	16.6021
O	3.3563	12.8232	12.4229
O	0.6092	8.5528	22.4007
O	17.9285	-0.5087	16.5028
O	3.3685	4.5777	12.513
O	0.8326	2.6418	17.6386
O	2.7479	15.448	15.1516
O	-1.3215	-0.3286	17.7484
O	-2.816	2.0102	17.8085
O	4.9569	4.2313	21.13
O	13.5076	1.9067	14.9872
O	1.0988	10.9703	18.6053
O	-3.6919	-0.1179	19.0567
O	0.8998	1.0155	13.1481
O	9.7376	3.7047	9.4224
O	0.545	5.4082	17.5327
O	-0.6142	9.1714	19.808
O	7.8437	-2.833	19.9122
O	-5.2434	6.7263	20.4161
O	3.0331	10.5253	13.8305
O	6.038	0.9731	10.5182
O	6.9097	2.4296	21.3773
O	2.7907	8.1358	11.0649
O	9.9701	6.2962	8.839
O	8.0381	2.5296	11.076
O	6.8997	6.4302	18.0322
O	4.8087	14.1384	14.2018

Results
free energy: -133962.246 eV
free energy less fixed offsets of O -568.88, Si -635.61 eV per atom: -0.286 eV

Forces (eV/angstrom), in the order of the atoms: element, x, y, z
Si	0.0091	-0.0057	0.0116
Si	-0.0102	0.0081	0.0138
Si	0.0077	-0.009	0.0167
Si	-0.003	0.0047	0.0091
Si	-0.0067	0.0065	0.0051
Si	0.0036	0.0005	0.0005
Si	-0.004	0.0054	0.016
Si	0.0101	-0.0079	0.0197
Si	0.0008	-0.0021	-0.0013
Si	-0.0048	-0.0033	0.0007
Si	-0.0069	-0.0068	0.0017
Si	0.0002	-0.0014	0.0009
Si	-0.0017	0.0059	0.0026
Si	0.003	0.0019	-0.0007
Si	-0.0049	0.001	-0.0004
Si	0.0019	-0.0053	0.0004
Si	-0.0025	-0.0004	0.001
Si	-0.0005	0.0013	0.0051
Si	-0.0027	0.0016	0.0016
Si	0.0007	0.0012	0.0057
Si	0.0036	-0.0036	0.0043
Si	-0.0039	-0.0021	0.0036
Si	-0.002	0.002	0.005
Si	-0.0001	-0.0024	0.0029
Si	-0.0266	0.4833	-0.1076
Si	-0.1739	0.1745	0.1799
Si	0.2765	0.0112	0.2897
Si	-0.0827	0.0934	-0.5491
Si	0.2448	-0.2286	0.0986
Si	-0.341	0.1493	-0.103
Si	-0.0172	0.0531	-0.0405
Si	0.3194	-0.0138	0.4225
Si	0.016	0.0259	-0.0007
Si	0.0347	-0.0391	-0.0678
Si	0.014	0.022	0.0348
Si	0.0987	-0.0447	-0.0192
Si	0.1015	0.0271	-0.0581
Si	-0.0432	0.0467	0.0307
Si	0.0437	0.0173	-0.05
Si	0.0859	0.1155	0.0603
Si	0.0272	0.0169	-0.0175
Si	-0.0553	0.0082	-0.0257
Si	0.0006	-0.0365	-0.0083
Si	-0.0504	0.0061	-0.0231
Si	-0.0567	0.0216	-0.0159
Si	0.0077	0.0108	-0.0177
Si	0.0008	0.06	-0.0236
Si	-0.0069	-0.0771	-0.0019
Si	-0.0213	-0.053	0.0234
Si	0.0497	0.025	0.0202
Si	-0.0081	-0.0034	-0.002
Si	0.0077	-0.0176	0.0207
Si	0.0558	0.0076	0.0284
Si	0.0493	-0.0036	0.0202
Si	0.0564	0.0205	0.0341
Si	-0.0433	-0.0002	-0.0053
Si	-0.0162	0.0026	0.0147
Si	-0.0372	-0.0306	0.0151
Si	-0.126	-0.137	0.0149
Si	-0.0463	0.0011	0.0035
Si	0.0431	0.0406	-0.0048
Si	-0.0739	0.0216	-0.0175
Si	0.0165	0.0552	0.0173
Si	-0.112	-0.1031	0.0274
Si	0.078	0.0279	-0.3461
Si	-0.1914	-0.0869	0.1109
Si	-0.2011	-0.223	-0.0118
Si	0.1445	0.0134	0.1249
Si	-0.1538	-0.1572	0.3381
Si	0.164	0.2281	-0.5011
Si	0.0669	-0.0181	0.135
Si	0.0175	-0.4504	-0.2088
Si	-0.0051	0.0026	0.0001
Si	0.0034	0.0007	-0.0035
Si	-0.004	0.0062	-0.0045
Si	0.0021	0.0013	-0.0075
Si	0.0036	0.0022	-0.0071
Si	-0.0009	0.0014	-0.0016
Si	0.0049	-0.0012	-0.0052
Si	0.0002	0.004	-0.001
Si	-0.0015	-0.0066	-0.0011
Si	-0.003	0.0016	0.0035
Si	0.0045	-0.0019	0.0022
Si	0.0075	-0.0077	0.0013
Si	-0.0004	-0.0006	0.0022
Si	0.0001	-0.0034	-0.0016
Si	0.001	-0.0043	0.0005
Si	-0.0034	0.0036	0.0022
Si	0.0064	0.001	0.0073
Si	-0.0092	0.0092	-0.0103
Si	-0.0161	0.007	-0.0084
Si	-0.0011	-0.0034	-0.0074
Si	-0.0132	0.0103	-0.0047
Si	0.0092	-0.0092	0.0003
Si	0.0032	0.0005	-0.0036
Si	-0.0141	0.0108	-0.0121
O	-0.0005	0.0009	-0.0081
O	-0.0018	0	-0.0102
O	0.0046	-0.0066	0.0103
O	-0.0014	0.0004	0.0062
O	0.0075	-0.0057	0.0056
O	0.0057	-0.005	0.0068
O	0.0031	-0.0045	-0.0077
O	-0.0009	0.0002	-0.0082
O	0.0001	-0.0014	0.0072
O	0.0041	-0.0024	0.0036
O	-0.0026	0.0017	0.0094
O	0.0018	-0.0004	0.0007
O	-0.0033	0.0005	-0.0067
O	0.0007	0.0051	0.0072
O	-0.0005	-0.0053	0.0097
O	0.0034	-0.0029	0.0118
O	0.0015	-0.0034	-0.0051
O	-0.001	0.0017	-0.0034
O	0.0009	0.0007	-0.0055
O	0.0021	0.0002	0.003
O	0.0047	-0.0011	-0.0053
O	-0.0025	0.0008	-0.0003
O	-0.001	-0.0004	0.0012
O	-0.0007	-0.0006	-0.0016
Si	-0.0034	0.0057	-0.0109
Si	-0.0002	-0.0036	-0.009
Si	-0.0031	0.0014	0.0081
Si	-0.0068	-0.0014	0.0015
Si	-0.0008	0.003	0.0042
Si	-0.0051	-0.0021	0.0017
Si	-0.0007	0.0016	-0.0029
Si	-0.0012	0.0008	0.0062
Si	-0.0011	-0.0023	-0.0071
Si	-0.0054	-0.0019	-0.0045
Si	0.0006	-0.0011	0.0054
Si	-0.0005	0.0015	0.0051
Si	0.0008	0.0008	-0.0032
Si	0.0001	-0.005	0.0002
Si	-0.0017	0.0027	0.0048
Si	0.0033	-0.0029	-0.0045
Si	-0.0004	0.0017	0.0005
Si	0.0012	-0.003	-0.0037
Si	0.0019	-0.005	-0.0025
Si	-0.0007	0.0057	-0.0017
Si	-0.0021	-0.0017	-0.0028
Si	-0.0054	0.0003	-0.0127
Si	-0.0028	-0.0026	-0.0023
Si	-0.0015	-0.0033	0.0022
Si	0.0001	-0.0021	0.008
Si	-0.0024	-0.0027	-0.0021
Si	0.0024	-0.0023	0.0051
Si	0.0015	-0.001	0.0064
Si	0.0009	0.005	-0.0013
Si	-0.0029	0.0031	-0.0008
Si	0.0036	-0.0011	0.0008
Si	-0.0027	0.0015	0.0041
Si	-0.0024	-0.0029	-0.0018
Si	-0.0061	-0.0045	-0.0037
Si	-0.0014	0.002	-0.0045
Si	0.0013	-0.0039	-0.0041
O	-0.0013	0.0008	-0.0024
O	0	-0.0051	0.0027
O	-0.0001	-0.0011	-0.0007
O	-0.0022	-0.0008	-0.0003
O	-0.004	0.0001	0.0035
O	-0.0005	-0.0029	0.001
O	-0.0013	-0.0009	-0.0004
O	0.0027	-0.0053	0.0069
O	-0.0042	0.0015	0.0023
O	-0.0002	0.0025	0.0088
O	-0.0012	-0.0011	0.0004
O	-0.0004	-0.0004	0.0018
O	-0.0056	-0.0001	-0.0047
O	-0.0012	0.0006	0.0057
O	0.0005	0.0006	0.0021
O	-0.001	0	-0.0005
O	-0.0022	0.0014	0.0032
O	-0.0007	-0.0001	-0.0006
O	0.0064	0.0058	-0.0015
O	0.0026	-0.0008	0.0045
O	-0.0015	-0.0007	-0.003
O	-0.0019	-0.0019	0.0028
O	-0.0034	-0.0017	-0.0006
O	-0.0011	0.0002	0.0008
O	-0.0007	-0.0003	0.0023
O	0.0018	-0.003	-0.0015
O	-0.0024	-0.0008	0.0005
O	-0.0045	0.0024	0.003
O	-0.0016	-0.0021	-0.0001
O	-0.0015	-0.0003	0.0025
O	-0.0005	-0.0015	0.0048
O	-0.001	-0.0026	0.0041
O	-0.0001	-0.0013	0.0039
O	-0.0014	-0.0007	-0.0019
O	-0.0008	-0.0075	0.0011
O	-0.0011	0.0001	0.0064
O	-0.0009	-0.0002	-0.0014
O	-0.0015	-0.0008	0.0013
O	-0.0023	0	-0.0009
O	-0.003	-0.0036	0.0044
O	-0.0016	0.0005	-0.0003
O	-0.0006	-0.0023	-0.0031
O	-0.0016	-0.0025	0.0038
O	-0.0014	0.0003	-0.0033
O	-0.0027	0.0009	0.0031
O	-0.001	-0.0009	0.0019
O	-0.0013	-0.0027	0.0044
O	-0.0019	-0.0027	-0.0024
O	-0.0013	0.0004	0.0033
O	-0.0001	-0.0004	0.0041
O	-0.0014	-0.0006	-0.0005
O	0.0008	-0.0012	0.0054
O	-0.0028	-0.0009	0.0036
O	-0.0032	0.0004	0.0046
O	-0.0016	0.0008	0.0045
O	-0.0001	-0.0003	0.0031
O	-0.0042	-0.0008	-0.0019
O	0.0001	0.0039	0.0032
O	-0.0005	-0.0015	0.0035
O	-0.0025	-0.0001	0.0027
O	-0.0021	0.0022	0.0015
O	-0.004	0.0003	0.004
O	-0.0004	-0.0002	0.0017
O	-0.001	-0.0007	-0.0008

The program warned: the cutoff lies below the one the program advises for these potential files; the exchange-correlation potential is rough where the density is thin.
